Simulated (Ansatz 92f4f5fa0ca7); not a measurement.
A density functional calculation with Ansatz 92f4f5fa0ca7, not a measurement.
Periodic cell of 227 atoms, Si136O81N10, from a study of silicon, its oxide and their interface. The atomic structure is a simulated model.

Settings
functional: r2SCAN
potential files: Ansatz PAW
basis: plane waves
wave-function cutoff: 800 eV
density cutoff ratio: 5
exchange-correlation grid ratio: 1
k mesh: 1 x 1 x 1, shifted by 0.5 0.5 0 of a step
self-consistency stop: 1e-10 eV per atom in the density residual
occupations: fixed
spin: none
net charge: 0

Cell vectors (angstrom)
a  10.88  0  0
b  0  10.88  0
c  0  0  31.5759

Atoms and the computed forces on them: element, x, y, z (angstrom), force x, y, z (eV/angstrom)
Si  0.0087  0.2822  -0.2046  0.0623  0.1042  -0.4642
Si  2.5209  2.8736  0.2401  0.0346  0.0187  -0.405
Si  0.2973  5.0418  -0.0337  0.1681  0.0269  -0.3561
Si  3.0793  7.9221  0.2351  0.2609  0.1454  -0.2089
Si  5.7206  -0.5256  -0.2331  -0.1914  0.0505  -0.3307
Si  8.4523  2.2965  -0.343  0.0363  -0.0144  -0.492
Si  5.3244  5.756  0.232  0.0622  0.1033  -0.1869
Si  7.8826  8.2427  -0.2515  -0.0116  -0.0496  -0.2667
Si  1.2945  1.3539  1.4512  0.0005  -0.0243  -0.0345
Si  4.1947  4.0065  1.3318  -0.0321  -0.0999  0.0021
Si  1.3327  6.7256  1.2353  -0.0973  -0.0893  0.0346
Si  4.1224  9.6342  1.3583  -0.0166  0.0082  0.0397
Si  6.9156  1.1161  1.0338  -0.0715  0.114  0.094
Si  9.4981  3.9152  1.1283  -0.0452  0.0114  0.0214
Si  7.0103  6.8074  1.39  -0.0418  -0.037  0.0194
Si  9.5378  9.5334  0.9821  0.0489  -0.0762  0.0617
Si  -0.0913  2.702  2.7011  0.0329  0.0186  0.0035
Si  2.7174  0.011  2.702  0.0359  0.0003  0.001
Si  -0.0684  8.1213  2.4695  -0.01  0.0517  0.0251
Si  2.7669  5.4155  2.6449  -0.0434  -0.0056  0.0203
Si  5.5408  2.5178  2.4998  0.0305  -0.0035  -0.0024
Si  8.2854  -0.037  2.5356  -0.0301  -0.0691  0.0197
Si  5.5147  8.1904  2.6626  -0.0108  -0.0212  -0.0119
Si  8.2644  5.305  2.5976  0.0039  0.032  -0.0013
Si  1.3608  4.0578  3.9719  0.0394  0.0501  0.0575
Si  4.127  1.3368  3.9901  -0.008  0.0125  0.0278
Si  1.3274  9.4454  3.9143  -0.0248  -0.0507  -0.0154
Si  4.1132  6.7977  3.9779  0.0309  0.0106  -0.0094
Si  6.8284  3.9644  3.8974  -0.0168  -0.0249  -0.0177
Si  9.4973  1.3142  4.0143  -0.0116  0.0244  0.0192
Si  6.8838  9.5341  3.9541  -0.0005  0.0095  0.0358
Si  9.5568  6.7405  3.9287  0.0371  -0.0036  0.0232
Si  0.0051  -0.0552  5.3019  0.0128  -0.0077  0.0255
Si  2.7295  2.6964  5.3209  -0.0137  -0.014  -0.0288
Si  0.0204  5.421  5.3336  -0.0175  -0.0078  -0.0168
Si  2.7108  8.1274  5.3167  -0.0198  0.0225  0.0084
Si  5.4752  -0.0368  5.333  0.0083  0.0116  -0.0212
Si  8.1404  2.6733  5.3508  -0.0095  0.0067  0.0236
Si  5.4667  5.3757  5.2608  0.0016  0.0028  0.0167
Si  8.1779  8.1032  5.2873  -0.0038  0.009  -0.0176
Si  1.3578  1.315  6.6643  0.0062  0.0199  0.0005
Si  4.082  4.0754  6.6492  0.005  -0.0165  0.0051
Si  1.3541  6.7765  6.6875  -0.0159  0.0053  -0.0037
Si  4.0693  9.5008  6.6767  0.0037  -0.0037  -0.0106
Si  6.78  1.3344  6.7068  -0.0167  -0.0223  -0.0029
Si  9.5092  4.0607  6.681  0.0223  0.013  -0.0077
Si  6.7937  6.7571  6.6439  -0.0007  -0.0079  -0.0131
Si  9.5099  9.4781  6.6448  -0.0072  0.0033  -0.002
Si  -0.0093  2.6847  8.0273  -0.0181  -0.0159  0.0104
Si  2.6991  -0.0263  8.0479  -0.0112  -0.0058  0.0131
Si  -0.0308  8.145  8.008  0.0189  -0.0007  -0.0009
Si  2.7157  5.4139  8.0176  -0.0029  -0.0018  -0.0022
Si  5.3987  2.6978  8.0171  0.0063  0.0276  0.001
Si  8.1448  -0.0545  8.0155  -0.0042  0.0117  0.0009
Si  5.4151  8.1093  8.0194  -0.0011  0.0099  0.0082
Si  8.1398  5.4266  8.0335  -0.0014  0.0022  -0.0003
Si  1.3692  4.0501  9.3794  0.0039  -0.0038  -0.0232
Si  4.0259  1.3831  9.3941  -0.0116  -0.0089  -0.0211
Si  1.3075  9.4798  9.3816  0.0034  0.015  0.0088
Si  4.0162  6.7917  9.3941  -0.0053  -0.0111  0.0056
Si  6.7468  4.0624  9.3583  -0.0256  -0.0188  0.0076
Si  9.4932  1.3052  9.372  0.0322  0.0055  0.0127
Si  6.7699  9.4876  9.3793  -0.0083  0.006  -0.0193
Si  9.4812  6.8288  9.3778  0.0014  -0.017  -0.0168
Si  -0.0324  -0.0479  10.7571  -0.0493  -0.0275  -0.0256
Si  2.6816  2.7101  10.8252  -0.0002  0.0053  -0.015
Si  0.0326  5.4906  10.6573  0.0213  0.0071  0.0058
Si  2.6321  8.1373  10.7803  -0.0213  -0.0086  -0.0471
Si  5.379  -0.0043  10.6903  0.0123  0.0281  -0.0004
Si  8.1075  2.6848  10.6846  -0.0176  -0.0113  -0.0592
Si  5.3301  5.3771  10.7111  0.0075  -0.0011  -0.0384
Si  8.1205  8.1633  10.7812  -0.0152  0.0006  -0.0008
Si  1.3161  1.2939  12.1322  0.0214  -0.0005  -0.0097
Si  4.0016  4.1109  12.2177  -0.0293  0.0192  -0.013
Si  1.3212  6.7436  12.202  0.0114  -0.012  -0.0321
Si  3.9428  9.6061  12.0476  -0.0189  0.0249  0.0033
Si  6.6794  1.3814  12.0563  -0.0311  -0.0133  -0.0019
Si  9.5586  4.0832  11.8722  0.033  -0.0187  0.0242
Si  6.6609  6.7509  11.9988  -0.0116  0.0025  -0.008
Si  9.4895  9.5288  12.1806  0.0478  0.018  -0.005
Si  -0.0428  2.7703  13.3086  0.0187  0.054  -0.0201
Si  2.6649  0.0013  13.6134  0.0224  -0.017  -0.0956
Si  -0.0166  8.1079  13.5796  -0.0268  0.0086  -0.0756
Si  2.6288  5.4058  13.7087  -0.0015  -0.0031  -0.0491
Si  5.3268  2.6818  13.5279  0.0445  -0.0182  -0.0806
Si  8.0327  0.0883  13.4322  -0.0252  -0.0025  -0.0264
Si  5.1796  8.1152  13.2771  -0.0154  -0.027  -0.0149
Si  8.1093  5.3107  13.1637  -0.0115  -0.0001  -0.0561
Si  1.4178  3.7247  14.9139  -0.0964  -0.0062  0.4001
Si  3.8108  1.5808  14.9956  0.0379  0.0136  0.5527
Si  1.5231  9.2815  14.9223  -0.0604  0.0268  0.373
Si  3.7705  7.1354  14.8782  0.0556  -0.0315  0.3338
Si  7.0246  3.8594  14.5916  -0.0467  0.0431  0.3879
Si  9.2071  1.751  14.584  0.0527  -0.0301  0.2785
Si  6.8233  9.2053  14.427  0.0788  -0.027  0.3038
Si  9.0092  6.9512  14.502  -0.0457  -0.0037  0.3818
Si  0.7201  6.8411  19.3248  0.0383  0.0107  0.1615
Si  -0.524  10.782  16.6712  -0.0733  -0.0148  0.3304
Si  5.4945  5.5158  16.8621  -0.0079  -0.0273  0.39
Si  0.5149  14.8503  20.305  0.0036  -0.0236  0.1655
Si  -3.6688  7.152  22.1523  -0.0126  -0.0432  0.0751
Si  -2.7245  6.4695  17.5954  0.0352  -0.0513  0.2543
Si  5.603  0.8793  17.6781  0.052  0.0088  0.3547
Si  4.5597  3.4949  18.5411  -0.0443  -0.0328  0.2473
Si  7.674  9.4896  17.1469  0.0214  -0.0058  0.2847
Si  0.5877  1.2551  21.8921  0.0078  0.0083  0.0927
Si  -1.2676  0.5081  19.645  0.0055  0.0436  0.2326
Si  -2.3903  14.1037  20.7843  0.0113  0.021  0.1093
Si  2.9682  2.2128  20.5121  0.02  -0.0029  0.1332
Si  4.2121  6.1332  22.0832  -0.0162  -0.0142  0.0401
Si  4.3687  10.6504  20.3722  -0.0467  -0.0094  0.1672
Si  2.1124  9.6449  23.13  -0.0015  0.0261  -0.0063
Si  -2.0426  -2.4553  19.7002  0.0749  -0.0263  0.2605
Si  2.5835  7.1034  24.5944  -0.029  0.0011  -0.129
Si  4.7823  11.2056  23.2457  -0.0011  0.0064  0.0265
Si  2.8253  8.1535  20.5788  0.0054  -0.0182  0.0957
Si  -1.781  3.2618  25.5373  0.0105  0.0012  -0.1671
Si  -4.6122  5.4219  19.8828  0.0019  -0.0356  0.2777
Si  -0.0739  4.8049  17.5865  -0.0256  0.0552  0.3395
Si  0.6564  12.4001  25.8044  -0.058  0.0306  -0.198
Si  3.2823  2.3576  25.0777  0.0155  -0.0016  -0.1357
Si  11.8651  3.207  28.0542  0.0007  0.0257  -0.2236
Si  -1.8911  13.3984  28.3213  0.0653  -0.0281  -0.3627
Si  1.1146  8.1682  28.4304  0.0815  -0.0102  -0.2525
Si  8.7124  1.5772  23.2427  0.0067  0.0082  -0.029
Si  7.5473  4.3245  23.2853  0.0044  0.0029  -0.0193
Si  -0.6423  7.1562  29.6148  0.0144  -0.012  -0.2321
Si  -1.9525  0.4681  25.9508  -0.0116  0.001  -0.1527
Si  -3.4757  9.9123  23.9094  -0.0202  0.0027  -0.0491
Si  4.6386  3.3142  22.7184  0.0055  0.0134  0.0319
Si  1.1894  4.4222  25.3853  -0.0378  -0.0249  -0.0928
Si  12.4509  0.2731  28.4869  0.0016  0.0915  -0.3026
Si  3.8561  14.4568  27.9019  -0.0826  -0.0102  -0.2006
Si  4.1503  1.3778  29.5504  -0.1417  0.0998  -0.2577
Si  14.6316  6.7551  27.4797  -0.0457  -0.0796  -0.2032
Si  5.1762  7.7672  29.7946  -0.0692  -0.0913  -0.3053
O  0.8977  0.206  29.972  -0.1779  -0.0595  0.2946
O  -1.2382  1.2271  -0.6915  0.1008  0.0102  0.385
O  10.4413  3.1429  28.8334  -0.0357  0.015  0.1491
O  3.2369  1.8343  30.7876  0.0861  0.0776  0.2377
O  -6.8046  6.7031  0.6634  -0.056  -0.0468  0.0415
O  -0.3287  5.6667  30.147  0.01  -0.0314  0.1908
O  -2.0089  11.9  27.5288  -0.0101  0.0468  0.1459
O  0.64  8.1503  30.0328  -0.0522  0.0276  0.1092
O  15.8395  7.6318  28.1653  0.0351  0.0414  0.1662
N  6.3547  -2.0334  30.6037  0.0417  0.0156  0.1918
O  8.0419  2.66  29.6409  0.0007  -0.0591  0.3065
O  14.0554  11.4031  28.5686  0.0581  0.0065  0.2307
O  8.765  7.605  -1.5016  -0.0815  0.0372  0.1786
O  5.5208  6.209  30.2201  0.027  -0.0154  0.1738
O  5.296  11.2514  30.0366  0.1079  -0.1128  0.1934
O  -1.6257  5.2757  17.9796  -0.0132  0.036  -0.1039
O  -2.7245  -0.8706  25.3909  0.0113  -0.0004  0.0396
O  2.5786  2.6324  15.4613  -0.0099  -0.029  -0.2698
O  7.0386  0.0834  17.587  0.0095  -0.0314  -0.1125
O  0.8198  9.9753  16.2572  0.0835  -0.0165  -0.2034
N  -2.7804  8.145  18.1957  -0.0337  0.0351  -0.1698
O  -0.5756  11.2947  18.1963  0.0077  -0.0411  -0.2346
O  2.6678  8.2202  15.458  -0.0009  0.0133  -0.2351
O  6.4618  4.8026  15.7955  0.0725  -0.1009  -0.252
O  4.6965  6.7401  16.1816  -0.0746  0.0364  -0.2468
O  8.1235  2.8093  15.2513  -0.0179  0.0165  -0.2572
O  10.184  1.2225  15.7819  -0.0208  0.0758  -0.1693
O  -1.8002  9.8252  16.405  0.0212  0.0058  -0.1341
N  6.5789  5.911  18.19  -0.0212  0.0173  -0.2451
O  -0.0296  0.4495  20.6549  -0.0288  -0.0059  -0.0867
O  0.9261  -5.3164  20.3587  -0.0096  0.02  -0.0687
O  4.9119  10.9949  18.9157  0.0433  0.0207  -0.1545
O  4.3321  4.4484  17.2668  0.016  0.0441  -0.1748
N  5.8261  6.3969  21.3812  0.0012  0.0212  -0.0706
O  0.3979  4.2545  16.1359  0.1106  -0.0845  -0.3219
O  1.8925  7.9498  19.2948  -0.0313  0.0015  -0.0692
O  -2.1119  -0.8505  19.9083  0.0084  -0.0274  -0.0919
O  0.7176  6.204  17.8378  0.0057  -0.0432  -0.1436
O  -2.2879  6.6566  16.0542  -0.0114  0.0534  -0.3263
O  -4.9367  14.9545  23.3564  0.0083  0.0129  0.0107
O  3.188  2.7759  19.0044  0.0393  0.0143  -0.1319
O  5.7442  2.4252  18.1986  0.0097  -0.0307  -0.1154
O  1.9547  8.8037  21.7621  0.0167  -0.0247  -0.0279
O  6.582  9.0274  16.0491  -0.0417  0.0378  -0.2677
O  5.2707  11.0345  21.6808  0.004  -0.0023  -0.053
O  4.9408  15.406  19.731  0.0117  0.0106  -0.1408
O  -7.6032  6.6556  20.8982  -0.0033  0.0175  -0.0439
O  -0.5946  7.7034  19.7041  -0.0478  -0.019  -0.0887
O  -3.3952  4.3814  20.2407  -0.0441  0.0332  -0.1008
O  -7.2772  10.1432  23.4623  0.0012  -0.0032  -0.0138
O  0.3586  3.6816  18.6964  -0.0293  0.0337  -0.1722
O  4.6552  0.9637  16.3316  -0.1272  0.0349  -0.3557
O  1.8048  8.5294  24.3028  0.009  -0.0068  0.0427
O  4.3742  13.4547  21.2842  -0.0226  -0.0076  -0.0693
N  8.464  1.7794  24.9374  0.0146  0.006  0.0816
O  -2.8173  7.6923  20.9047  0.0219  0.0396  -0.1043
O  -2.1965  1.8371  19.9187  -0.0005  -0.0441  -0.0705
O  -2.843  8.1796  14.1141  0.0082  -0.0293  -0.0884
O  4.124  9.0646  20.3423  0.0105  0.0147  -0.0468
O  2.504  3.737  24.7214  -0.0018  0.0086  0.0477
O  3.7292  6.9516  23.4197  -0.0016  0.0016  0.0148
O  4.8389  13.5835  28.866  -0.0022  -0.0681  0.1127
O  14.6119  4.6284  22.4544  0.0004  0.0123  -0.0091
O  7.1865  8.4097  23.251  0.0002  0.0037  -0.0094
N  4.3124  12.8337  23.7632  0.0088  -0.0113  0.0265
O  -8.4356  3.4057  28.7273  0.0365  -0.0093  0.1326
O  -4.8942  -0.2326  24.1612  0.0082  -0.0045  0.0127
O  -0.6141  1.7662  22.8211  0.0087  -0.004  -0.0102
O  -0.9484  3.9183  20.9524  0.0119  0.0014  -0.0735
N  1.4337  2.6752  21.135  0.0211  0.0225  -0.0366
O  2.1121  1.2353  25.1396  -0.0015  -0.0068  0.0617
N  7.984  2.8941  22.3903  0.0096  -0.0254  -0.016
O  3.9497  13.602  26.5064  0.0035  0.0433  0.1404
O  2.9587  11.4628  20.5337  0.0242  -0.0129  -0.05
O  4.104  5.1579  27.6473  0.027  0.0312  0.0933
O  3.6646  -2.6528  30.2765  -0.0651  -0.0185  0.1529
O  19.2404  4.3985  24.6832  -0.0012  0.0025  0.0573
O  7.9165  5.8326  22.7877  0.0134  0.0134  -0.0341
O  1.1317  4.4947  27.0142  0.0423  -0.0484  0.1075
O  -0.3061  7.3998  28.0144  -0.0023  0.0108  0.176
O  3.5268  7.1081  25.9184  0.0264  -0.0057  0.1126
N  11.8709  1.5704  27.4763  0.0573  -0.0448  0.171
O  12.1782  11.0264  22.8515  -0.0002  -0.0158  -0.0288
O  1.3365  9.6601  27.845  0.0122  -0.0081  0.1142
O  -0.3634  0.2814  25.5713  0.0417  -0.0154  0.0782
N  -0.0437  14.0023  25.2889  0.046  -0.0317  0.0912
O  -2.6356  10.9171  22.9071  0.0024  -0.0135  0.0078
O  1.3853  5.9494  24.784  0.0352  0.0264  0.0454
O  2.3321  7.1566  28.1552  -0.0354  0.0525  0.1117
O  12.3642  3.9703  31.1213  -0.1555  -0.045  0.2919
O  8.6299  3.5072  27.0756  -0.0259  -0.0053  0.1828

Results
free energy: -137043.956 eV
free energy less fixed offsets of N -386.36, O -570.45, Si -639.56 eV per atom: 6.254 eV

The program warned: the cutoff lies below the one the program advises for these potential files; the forces do not sum to zero within the program's tolerance; empty levels may hold ghost states of the PAW files; the exchange-correlation potential is rough where the density is thin.
